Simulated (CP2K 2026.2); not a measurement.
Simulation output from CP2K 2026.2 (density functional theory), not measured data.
Periodic cell of 504 atoms, Si360O144, from a study of silicon, its oxide and their interface. The atomic structure is a simulated model.
Doubt: the forces sum to 0.86 eV/angstrom along one axis rather than to zero, so they err by at least 0.0017 eV/angstrom per atom on average; the grid cutoff is modest.

Settings
functional: PBE
method: Gaussian and plane waves
basis set: DZVP-MOLOPT-SR-GTH
pseudopotentials: GTH-PBE
grid cutoff: 300 Ry, relative cutoff 40 Ry
k points: Gamma only
occupations: fixed
spin: none
net charge: 0

Cell vectors (angstrom)
a	16.32	0	0
b	0	16.32	0
c	2.1331	7.4579	33.3116

Atoms and the computed forces on them: element, x, y, z (angstrom), force x, y, z (eV/angstrom)
Si	0.96	-1.174	0.2	0.32	-0.185	0.644
Si	3.594	1.542	0.018	0.397	-0.219	0.68
Si	1.441	3.858	0.166	-0.124	0.315	0.712
Si	4.369	6.548	-0.042	-0.17	0.077	0.716
Si	1.154	-6.511	0.07	0.049	-0.172	0.727
Si	4.471	-4.447	0.025	-0.203	0.194	0.803
Si	7.139	-1.633	-0.12	-0.172	0.203	0.7
Si	9.797	1.205	-0.064	-0.189	0.12	0.639
Si	6.417	4.203	0.107	0.16	0.074	0.685
Si	9.808	6.478	0.025	-0.14	0.18	0.749
Si	6.717	9.644	0.071	0.249	-0.156	0.687
Si	-6.855	-3.721	0.125	-0.007	-0.167	0.665
Si	-4.275	-0.954	0.193	-0.005	-0.091	0.666
Si	-1.239	1.164	0.248	-0.141	0.263	0.682
Si	-4.224	4.341	0.099	0.025	-0.214	0.754
Si	-1.529	6.844	0.202	0.319	-0.073	0.709
Si	-3.624	-7.112	-0.144	-0.526	0.311	0.657
Si	-1.074	-4.307	0.028	-0.192	0.138	0.727
Si	2.641	-0.064	1.403	-0.003	0.009	-0.067
Si	5.246	2.658	1.369	-0.011	-0.009	-0.049
Si	2.719	5.469	1.306	-0.004	0.007	-0.05
Si	5.502	8.089	1.341	-0.001	0.022	-0.026
Si	2.764	-5.412	1.354	0	-0.005	-0.041
Si	5.541	-2.747	1.25	-0.008	0.01	-0.08
Si	8.181	0.026	1.223	0.012	-0.001	-0.056
Si	-5.414	2.731	1.34	0.027	0.011	-0.047
Si	8.14	5.363	1.284	-0.013	-0.022	-0.044
Si	-5.36	8.169	1.204	0.034	0.021	-0.04
Si	8.265	-5.4	1.304	0.028	0.006	-0.046
Si	-5.406	-2.561	1.476	0.019	0.005	-0.039
Si	-2.774	0.086	1.606	-0.004	0.001	-0.043
Si	-0.056	2.718	1.516	0.002	-0.016	-0.037
Si	-2.741	5.414	1.546	-0.004	0.009	-0.066
Si	0.04	8.164	1.353	-0.004	0.021	-0.04
Si	-2.692	-5.458	1.27	-0.014	0.003	-0.087
Si	-0.056	-2.784	1.49	-0.021	-0.02	-0.031
Si	1.321	1.314	2.815	0.002	0.001	0.038
Si	3.98	4.065	2.752	-0.006	0.001	0.023
Si	1.399	6.823	2.704	-0.002	-0.01	0.011
Si	4.092	9.465	2.679	0.013	0.006	0.019
Si	1.431	-4.066	2.767	-0.014	-0.018	0.022
Si	4.127	-1.407	2.635	-0.008	-0.017	0
Si	6.766	1.34	2.609	0.014	0.023	0.006
Si	9.486	4.041	2.69	0.001	0.012	0.026
Si	6.854	6.754	2.702	0.015	0.005	0.021
Si	9.594	-6.816	2.617	-0.014	-0.03	0.011
Si	6.864	-4.079	2.692	-0.003	0.012	0.023
Si	-6.834	-1.25	2.767	-0.03	0.007	0.026
Si	-4.112	1.479	2.858	-0.004	0.016	0.033
Si	-1.379	4.073	2.86	0.007	0	0.01
Si	-4.109	6.862	2.757	0	0.002	0.026
Si	-1.354	-6.799	2.709	-0.004	-0.007	0.024
Si	-4.057	-4.086	2.663	0.029	0.002	0.006
Si	-1.431	-1.412	2.824	0.013	0.014	0.026
Si	-0.038	-0.045	4.146	0	0.007	0.005
Si	2.671	2.709	4.141	-0.012	-0.003	-0.001
Si	0.029	5.473	4.099	0.009	0.013	-0.021
Si	2.745	8.153	4.087	-0.001	0.012	0.001
Si	0.025	-5.448	4.073	-0.001	-0.002	-0.012
Si	2.781	-2.703	4.087	-0.009	0.019	0.011
Si	5.45	-0.021	4.017	-0.007	0.003	-0.002
Si	8.117	2.688	4.034	0.014	-0.025	0.006
Si	5.438	5.412	4.05	-0.005	-0.017	-0.025
Si	8.207	-8.159	4.017	0.011	0.003	0.002
Si	5.463	-5.455	4.02	0.003	0.014	-0.019
Si	8.164	-2.693	4.082	0.01	-0.01	-0.016
Si	-5.471	0.064	4.146	0.004	-0.016	-0.001
Si	-2.734	2.76	4.222	-0.018	-0.023	0.011
Si	-5.481	5.447	4.058	0.006	-0.006	-0.018
Si	-2.715	8.189	4.102	0.005	0.011	-0.004
Si	-5.421	-5.445	4.027	0.001	-0.016	-0.004
Si	-2.761	-2.778	4.136	-0.008	-0.007	0.027
Si	1.327	-1.33	16.274	-0.006	0.003	-0.014
Si	4.072	1.338	16.314	-0.003	0.002	0.001
Si	1.345	4.041	16.258	0.009	0.002	-0.012
Si	4.086	6.798	16.328	-0.003	0.018	0.004
Si	1.351	-6.788	16.326	-0.015	-0.004	-0.024
Si	4.097	-4.08	16.289	0.001	0	-0.003
Si	6.797	-1.362	16.315	-0.01	-0.002	-0.01
Si	-6.823	1.351	16.311	-0.003	0.01	-0.008
Si	6.795	4.091	16.314	0	0	-0.006
Si	-6.775	6.795	16.354	0.005	0.01	-0.006
Si	6.839	-6.81	16.291	0.011	0.008	-0.007
Si	-6.785	-4.08	16.348	-0.013	0.005	-0.001
Si	-4.086	-1.392	16.323	0	-0.001	-0.003
Si	-1.364	1.371	16.333	0.004	-0.001	-0.006
Si	-4.088	4.104	16.357	0.001	-0.01	-0.008
Si	-1.355	6.821	16.308	0.018	-0.014	0
Si	-4.083	9.546	16.318	-0.001	-0.005	-0.001
Si	-1.371	-4.077	16.337	0.006	-0.01	-0.008
Si	2.646	0.02	17.663	0.002	0.014	0
Si	5.457	2.696	17.65	-0.001	0.005	0.011
Si	2.685	5.386	17.602	-0.012	-0.005	0.003
Si	5.5	8.158	17.657	-0.011	-0.024	-0.013
Si	2.763	-5.448	17.649	-0.015	0.008	0.003
Si	5.416	-2.702	17.662	0.019	-0.013	0.003
Si	8.168	-0.029	17.688	0.001	0.001	0.001
Si	-5.498	2.731	17.667	-0.012	-0.01	0.001
Si	8.156	5.434	17.698	0.005	-0.004	0.004
Si	-5.4	8.177	17.695	-0.015	0	-0.002
Si	8.165	-5.454	17.681	-0.002	-0.008	0.016
Si	-5.427	-2.732	17.737	-0.002	-0.013	-0.012
Si	-2.72	-0.031	17.651	0.007	0.021	0.008
Si	0.01	2.736	17.691	-0.006	0.002	-0.002
Si	-2.69	5.478	17.694	-0.009	0.008	0
Si	-0.045	-8.112	17.69	0.017	0.024	0.008
Si	-2.756	-5.415	17.71	0.015	0.009	-0.005
Si	0.003	-2.689	17.649	-0.009	0.018	0.008
Si	1.305	1.355	19.094	-0.001	-0.001	0
Si	4.011	3.996	18.959	-0.028	-0.006	-0.042
Si	1.353	6.788	18.926	-0.01	-0.026	-0.04
Si	4.184	-6.773	18.996	0.017	0.013	-0.032
Si	1.418	-4.036	18.949	0.031	-0.011	-0.032
Si	3.978	-1.367	18.984	-0.009	-0.014	-0.033
Si	6.821	1.342	19.029	-0.004	0.014	-0.035
Si	-6.839	4.07	19.084	-0.004	-0.021	-0.017
Si	6.797	6.781	19.069	-0.002	-0.004	-0.012
Si	-6.801	9.489	19.051	-0.022	0.015	-0.023
Si	6.803	-4.053	19.001	0.032	-0.03	-0.037
Si	9.532	-1.368	19.086	-0.008	0.003	-0.018
Si	-4.12	1.336	18.94	0	-0.026	-0.04
Si	-1.311	4.135	19.047	0.04	0.004	-0.008
Si	-3.985	6.881	19.073	0.014	0.037	-0.015
Si	-1.417	-6.745	19.096	0.009	-0.033	-0.024
Si	-4.098	-4.096	19.144	-0.007	0.003	-0.002
Si	-1.377	-1.383	19.047	-0.009	-0.002	-0.033
Si	-0.046	-0.031	20.452	0.01	-0.011	0.053
Si	2.677	2.703	20.447	-0.001	0.006	0.062
Si	-0.011	5.571	20.425	-0.005	0.001	0.036
Si	2.885	8.035	20.184	0.028	-0.039	0.02
Si	0.053	-5.343	20.281	-0.017	0.03	0.037
Si	2.714	-2.746	20.428	0	0.012	0.054
Si	5.318	0.026	20.265	0.004	0.029	0.025
Si	8.162	2.64	20.496	0.006	0.004	0.029
Si	5.387	5.327	20.284	0.017	0.001	0.069
Si	8.168	8.125	20.447	0.015	0.003	0.037
Si	5.469	-5.379	20.41	0.008	0.016	0.054
Si	8.17	-2.742	20.413	-0.019	-0.027	0.066
Si	-5.396	-0.013	20.413	0.027	-0.015	0.067
Si	-2.715	2.686	20.221	0.014	-0.02	0.061
Si	-5.37	5.475	20.304	-0.012	-0.023	0.035
Si	-2.746	-8.054	20.603	-0.035	-0.004	0.048
Si	-5.49	-5.472	20.48	-0.028	-0.008	0.058
Si	-2.711	-2.73	20.481	0.01	0.02	0.067
Si	1.126	-1.627	21.74	0.149	0.212	-0.738
Si	4.199	1.453	21.773	-0.287	-0.131	-0.677
Si	1.594	4.427	21.643	-0.046	-0.199	-0.78
Si	3.92	6.493	21.669	0.139	0.165	-0.761
Si	1.403	-6.948	21.272	0.111	0.206	-0.679
Si	4.364	-3.782	21.778	-0.22	-0.27	-0.696
Si	6.515	-1.501	21.487	0.157	0.047	-0.686
Si	-6.397	1.631	21.75	-0.401	-0.307	-0.609
Si	6.4	3.698	21.612	0.193	0.046	-0.752
Si	-6.548	6.911	21.687	-0.227	-0.082	-0.696
Si	7.054	-6.523	21.684	-0.03	-0.119	-0.719
Si	9.275	-4.327	21.805	0.063	0.209	-0.727
Si	-3.858	-1.139	21.804	-0.145	-0.161	-0.723
Si	-1.718	1.13	21.633	0.221	-0.038	-0.748
Si	-4.162	3.914	21.54	0.201	0.249	-0.682
Si	-0.973	7.287	21.816	-0.411	-0.454	-0.605
Si	-4.471	-7.027	21.936	0.338	0.188	-0.696
Si	-1.071	-3.855	21.73	-0.131	-0.162	-0.719
Si	-7.787	6.278	24.412	0.073	0.039	-0.017
Si	7.503	-3.312	25.875	-0.046	-0.002	-0.034
Si	-4.061	0.895	-4.08	0.036	0.039	0.01
Si	-2.487	-0.57	-5.89	0.092	-0.02	0.086
Si	-0.65	-7.345	-6.409	-0.067	-0.058	-0.054
Si	2.695	0.937	-2.789	-0.02	-0.071	0.203
Si	4.323	-1.222	-4.368	0.107	0.014	0.067
Si	2.059	3.094	-4.734	0.022	-0.034	-0.069
Si	-7.753	-7.109	-4.944	0.01	0.038	0.121
Si	-3.075	4.824	-6.051	0.057	0.094	-0.092
Si	4.597	-4.003	-2.963	0.082	-0.05	0.058
Si	-5.659	-6.895	-6.954	-0.049	-0.029	-0.006
Si	-3.621	-6.313	-3.297	0.017	-0.109	0.068
Si	-1.632	3.025	26.004	-0.087	0.011	-0.007
Si	-5.286	6.718	25.813	-0.047	-0.022	0.044
Si	0.166	5.582	-1.965	-0.032	-0.071	-0.009
Si	-6.152	-5.258	-2.254	0.093	-0.018	0.013
Si	-0.747	3.97	-4.283	-0.018	0.007	0.074
Si	5.835	-6.702	26.005	0.088	0.072	0.069
Si	2.374	7.848	-1.986	0.056	0.003	0.088
Si	-0.574	-8.102	24.606	0.04	0.112	-0.209
Si	-8.037	3.941	-4.768	-0.132	0.033	-0.134
Si	-4.69	-6.788	24.978	-0.073	0.045	-0.069
Si	-2.716	2.688	-2.105	0.047	-0.018	0.122
Si	0.499	-1.078	-2.573	-0.129	0.006	0.099
Si	-7.503	-5.967	26.087	0.005	-0.053	0.02
Si	-5.746	1.566	24.728	-0.005	-0.021	-0.17
Si	7.71	-1.099	24.147	-0.047	-0.083	-0.085
Si	6.812	4.106	24.557	-0.028	-0.079	-0.019
Si	-3.956	4.219	24.514	0.151	-0.118	-0.068
Si	2.262	0.277	23.868	0.125	-0.025	0.026
Si	7.764	1.487	25.787	0.01	0.088	-0.085
Si	-5.392	2.846	-5.785	0.031	-0.073	-0.196
Si	7.942	6.525	-6.401	0.057	-0.155	-0.038
Si	7.823	2.454	-2.142	0.19	-0.125	0.03
Si	2.685	5.559	-6.126	-0.083	-0.01	-0.013
Si	5.825	7.856	23.79	-0.063	0.004	-0.149
Si	0.094	-2.225	-5.321	-0.023	-0.077	0.037
Si	1.742	-6.347	24.071	-0.015	-0.069	0.059
Si	4.076	-4.797	24.767	-0.001	0.042	-0.151
Si	-1.784	-4.77	-5.115	0.04	-0.057	0.012
Si	0.116	2.601	23.611	-0.054	-0.001	-0.137
Si	-4.368	-1.93	-4.115	0.018	0.067	0.067
Si	-7.552	-7.784	-1.921	-0.075	0.022	0.105
Si	-3.498	7.847	-5.676	0.063	0.163	0.068
Si	-2.317	-2.269	-1.991	0.113	-0.009	0.06
Si	-0.909	-5.108	24.407	-0.04	-0.136	0.037
Si	3.638	-5.447	-5.317	0.034	-0.043	0.022
Si	6.974	-0.449	-2.993	-0.041	-0.051	0.085
Si	-7.326	-2.034	-4.632	-0.024	-0.006	0.027
Si	1.954	-7.975	-5.064	-0.136	0.018	0.13
Si	-5.801	-2.405	23.943	0.053	-0.081	-0.1
Si	2.845	-2.643	-6.566	0.001	0.097	0.035
Si	7.569	-4.548	-3.918	-0.051	-0.015	-0.001
Si	1.386	-1.372	5.458	0.002	-0.003	0.003
Si	4.095	1.342	5.417	0.013	-0.008	0.008
Si	1.342	4.092	5.483	-0.018	-0.019	0.014
Si	4.104	6.786	5.429	-0.008	-0.014	0
Si	1.373	9.511	5.438	0	-0.009	0.011
Si	4.114	-4.102	5.42	0.013	-0.011	0.005
Si	6.784	-1.359	5.433	0.002	0.009	-0.004
Si	9.469	1.389	5.473	0.004	0.016	0.009
Si	6.789	4.06	5.418	0.001	0.002	0.003
Si	9.51	6.805	5.432	-0.003	0.003	0.003
Si	6.827	-6.807	5.385	-0.001	-0.005	0.001
Si	-6.785	-4.08	5.403	0.01	-0.003	0.002
Si	-4.113	-1.365	5.453	-0.004	0.005	0.006
Si	-1.376	1.341	5.503	0.006	-0.006	0.016
Si	-4.121	4.136	5.486	-0.001	0.027	0.011
Si	-1.351	6.822	5.449	-0.004	0.002	0.011
Si	-4.076	-6.775	5.441	-0.007	0.005	0.009
Si	-1.341	-4.102	5.457	0.01	-0.015	-0.007
Si	2.736	0.001	6.805	-0.01	0.003	0
Si	5.441	2.704	6.793	0.007	-0.004	-0.004
Si	2.735	5.444	6.809	0	0	-0.005
Si	5.464	-8.158	6.771	0.01	0.001	-0.004
Si	2.736	-5.443	6.786	-0.005	0.001	-0.001
Si	5.444	-2.73	6.796	-0.002	-0.001	-0.003
Si	8.134	-0.002	6.812	-0.001	-0.004	0
Si	10.848	2.746	6.821	-0.01	0.001	-0.003
Si	8.145	5.437	6.781	0.001	-0.004	-0.004
Si	-5.439	-8.154	6.788	0.005	0.002	0
Si	-8.151	-5.442	6.765	-0.002	0.004	-0.007
Si	10.864	-2.729	6.807	0.001	0	-0.002
Si	-2.744	-0.021	6.829	0.004	-0.004	-0.002
Si	-0.013	2.723	6.834	-0.008	0.012	0.007
Si	-2.722	5.473	6.818	-0.011	-0.003	0.005
Si	0.012	8.167	6.812	0.003	0.003	-0.003
Si	-2.712	-5.441	6.818	0.003	-0.001	0.006
Si	0.017	-2.734	6.809	0.005	0.008	-0.002
Si	1.37	1.362	8.166	0.004	0.008	-0.007
Si	4.087	4.072	8.158	-0.001	-0.001	-0.001
Si	1.371	6.803	8.167	-0.011	0.002	-0.008
Si	4.097	-6.806	8.141	-0.005	-0.001	-0.009
Si	1.376	-4.093	8.162	0	-0.007	-0.008
Si	4.084	-1.371	8.162	0.002	0	-0.007
Si	6.79	1.359	8.174	-0.002	-0.004	-0.004
Si	9.498	4.099	8.174	0.011	0.003	0.001
Si	6.801	6.8	8.149	-0.004	-0.005	-0.001
Si	-6.801	-6.796	8.145	0.003	-0.004	-0.004
Si	6.813	-4.088	8.144	-0.003	0.006	-0.001
Si	9.504	-1.364	8.16	-0.008	-0.004	-0.003
Si	-4.103	1.365	8.164	-0.011	-0.004	-0.009
Si	-1.378	4.09	8.176	-0.003	-0.01	-0.007
Si	-4.083	6.823	8.172	0.014	0.006	0.005
Si	-1.354	-6.802	8.173	0.004	-0.003	-0.001
Si	-4.077	-4.075	8.164	0.004	0.006	-0.004
Si	-1.355	-1.371	8.166	-0.003	0.004	-0.004
Si	0.001	0	9.518	0.001	0	-0.002
Si	2.722	2.724	9.525	-0.003	-0.011	-0.002
Si	0	5.447	9.522	0.002	-0.001	-0.005
Si	2.734	-8.155	9.517	0.003	0	-0.003
Si	0.009	-5.441	9.525	-0.004	-0.002	0.001
Si	2.725	-2.728	9.522	-0.011	0.004	0.001
Si	5.436	-0.007	9.525	0	0.006	0.001
Si	8.153	2.722	9.528	-0.001	0.003	-0.004
Si	5.445	5.44	9.514	0	0.002	-0.006
Si	-8.158	-8.159	9.51	-0.003	-0.007	-0.005
Si	5.448	-5.444	9.507	-0.002	0	-0.006
Si	8.156	-2.727	9.52	0.004	0.002	0.003
Si	-5.457	0.001	9.52	0.002	-0.005	-0.002
Si	-2.737	2.722	9.525	0.005	0.011	-0.002
Si	-5.446	5.452	9.523	-0.005	-0.003	-0.007
Si	-2.715	-8.154	9.533	-0.007	0.004	-0.001
Si	-5.44	-5.441	9.513	0.007	0.001	-0.002
Si	-2.72	-2.719	9.528	0.006	-0.007	0.005
Si	1.358	-1.367	10.872	0.003	-0.002	0
Si	4.078	1.358	10.88	-0.006	-0.001	-0.002
Si	1.357	4.086	10.879	-0.001	0.003	-0.002
Si	4.088	-9.52	10.878	-0.003	-0.014	0
Si	1.369	-6.801	10.881	-0.004	0.002	0.001
Si	4.089	-4.089	10.877	0.003	-0.001	-0.003
Si	6.8	-1.365	10.881	-0.005	-0.003	0.003
Si	9.513	1.361	10.888	-0.002	0	0.002
Si	6.8	4.084	10.883	-0.003	-0.002	0.001
Si	-6.802	-9.511	10.882	0.01	0.005	0.003
Si	-9.518	-6.802	10.874	-0.001	0.005	-0.001
Si	9.523	-4.082	10.876	0.002	-0.003	-0.001
Si	-4.088	-1.353	10.877	-0.001	0.013	-0.001
Si	-1.366	1.362	10.875	0.001	-0.004	0.002
Si	-4.093	4.084	10.884	-0.009	0.002	0.002
Si	-1.358	6.803	10.889	-0.002	0.002	-0.002
Si	-4.079	-6.794	10.879	0.013	-0.005	-0.001
Si	-1.357	-4.08	10.881	-0.001	0	0.006
Si	2.719	-0.01	12.227	-0.007	0.009	0.003
Si	5.438	2.722	12.234	0.003	0.001	-0.002
Si	2.722	5.443	12.236	-0.001	0.006	0.002
Si	5.446	-8.16	12.241	0	-0.004	0.002
Si	2.723	-5.44	12.244	-0.003	-0.003	0.006
Si	5.447	-2.729	12.239	-0.007	0.004	0.006
Si	8.155	-0.003	12.245	-0.003	-0.001	0.005
Si	10.876	2.719	12.25	-0.003	-0.001	0.003
Si	8.165	5.44	12.242	-0.002	-0.004	-0.001
Si	-5.435	-8.154	12.237	0.001	0.012	0
Si	-8.154	-5.445	12.234	0.001	-0.002	0.002
Si	10.877	-2.717	12.237	0.006	-0.002	0.003
Si	-2.732	0.008	12.239	0.001	-0.006	0.006
Si	-0.01	2.729	12.233	0.01	0.003	0.006
Si	-2.729	5.445	12.24	0.002	-0.01	0.001
Si	0.007	8.163	12.244	-0.001	-0.004	0.004
Si	-2.717	-5.439	12.238	-0.007	0	0.001
Si	-0.004	-2.715	12.24	0.001	0.006	0.004
Si	1.357	1.358	13.57	0.003	-0.01	0.001
Si	4.084	4.084	13.592	-0.004	-0.009	0.002
Si	1.366	6.8	13.6	0.007	-0.003	-0.001
Si	4.08	-6.805	13.603	-0.002	0.002	0.008
Si	1.356	-4.075	13.598	-0.014	0.01	0.005
Si	4.079	-1.369	13.588	0.001	-0.005	0.002
Si	6.789	1.361	13.595	-0.017	0.016	0.003
Si	9.521	4.081	13.61	-0.002	-0.004	0.011
Si	6.814	-9.517	13.6	0	0.003	0.011
Si	-6.788	-6.797	13.597	0.002	-0.009	0.001
Si	6.816	-4.084	13.597	0.008	-0.006	-0.003
Si	9.517	-1.363	13.604	0.002	-0.005	0.005
Si	-4.083	1.363	13.617	0.003	0.006	0.007
Si	-1.378	4.082	13.599	-0.002	0.002	0.01
Si	-4.082	6.809	13.603	-0.006	0.004	0.006
Si	-1.356	9.526	13.6	0.005	0.001	0.003
Si	-4.08	-4.08	13.591	0.004	0.002	0.001
Si	-1.376	-1.356	13.593	-0.001	0.007	0.002
Si	-0.023	0.028	14.93	0.011	0.01	-0.002
Si	2.73	2.697	14.929	-0.008	0.002	0
Si	-0.011	5.443	14.944	0.001	-0.009	-0.004
Si	2.716	8.158	14.973	-0.016	-0.007	0.005
Si	-0.005	-5.428	14.966	0.005	-0.004	0.001
Si	2.714	-2.713	14.953	0.003	0.003	0.004
Si	5.434	-0.01	14.95	0.007	-0.001	0.001
Si	8.146	2.719	14.955	0.001	-0.009	-0.007
Si	5.441	5.449	14.952	0.004	-0.003	0.002
Si	8.198	-8.173	14.957	0.001	0.001	0.001
Si	5.458	-5.449	14.945	-0.001	-0.006	0
Si	8.169	-2.729	14.973	-0.004	-0.006	0.006
Si	-5.443	-0.011	14.97	-0.009	-0.003	0
Si	-2.733	2.735	14.985	0.004	-0.002	0.004
Si	-5.434	5.445	14.97	-0.008	-0.004	0.006
Si	-2.724	8.176	14.959	0.005	0.002	0.001
Si	-5.441	-5.426	14.957	0.004	0.005	-0.002
Si	-2.724	-2.73	14.955	0.001	0.005	0.003
O	5.866	-0.754	-4.143	0.307	0.102	-0.603
O	-0.75	7.428	25.975	-0.442	-0.077	0.008
O	0.437	2.972	-4.768	-0.227	-0.408	-0.263
O	-0.14	0.01	-0.106	0.047	-0.098	-0.163
O	0.71	4.246	-1.24	0.069	-0.303	-0.275
O	0.045	-5.414	-0.453	0.151	-0.121	-0.475
O	6.227	-7.159	22.927	-0.281	0.119	0.256
O	4.676	7.054	22.998	-0.219	-0.035	0.46
O	2.445	-8.153	-3.547	0.242	0.151	-0.065
O	-5.473	-2.719	25.513	0.587	-0.22	0.206
O	-5.834	-2.597	-4.269	0.185	-0.314	0.165
O	-7.937	-1.118	-3.44	0.482	-0.082	0.546
O	8.154	-5.443	22.271	-0.173	0.083	0.68
O	3.656	0.784	23.182	0.289	-0.163	0.448
O	6.546	-1.081	-1.548	-0.667	0.054	-0.225
O	-5.522	8.07	22.216	-0.157	-0.147	0.188
O	-0.001	-2.713	22.215	-0.252	-0.174	0.308
O	-1.185	7.23	23.45	-0.471	-0.324	0.328
O	-7.017	6.072	22.999	-0.114	-0.482	0.134
O	-5.369	5.393	-0.43	-0.065	0.123	-0.54
O	2.538	2.745	-0.257	-0.181	0.102	-0.574
O	5.55	-5.621	-0.35	-0.093	-0.01	-0.441
O	-1.669	-4.541	23.092	-0.704	-0.018	0.159
O	-5.353	2.865	21.874	-0.069	0.161	0.012
O	-7.12	1.945	-1.415	0.23	0.169	-0.203
O	-2.606	7.962	-0.231	-0.031	-0.119	-0.169
O	5.332	2.568	22.141	-0.063	0.169	0.112
O	-1.903	1.676	-1.145	0.157	-0.271	-0.116
O	7.915	3.645	-3.231	0.032	0.303	0.091
O	-5.069	1.352	-5.265	-0.006	-0.262	-0.397
O	-4.206	-6.468	23.458	0.214	0.526	0.11
O	-5.823	-4.211	-1.067	0.574	0.126	-0.062
O	3.896	-4.214	23.279	-0.227	0.051	0.218
O	0.346	-7.959	-5.279	-0.188	-0.446	0.371
O	-2.787	0.036	22.248	0.032	0.03	0.383
O	-1.132	-1.249	-2.467	-0.234	0.224	-0.225
O	7	2.536	24.822	-0.087	-0.157	-0.427
O	1.155	0.423	-2.572	-0.22	0.314	-0.189
O	0.879	-1.758	-3.985	0.513	-0.181	-0.107
O	-7.96	-4.58	25.404	0.019	0.078	-0.557
O	-8.01	-2.727	-0.496	0.02	-0.141	-0.049
O	7.461	-5.946	-4.729	-0.312	-0.137	-0.115
O	-1.712	3.27	-3.207	-0.088	-0.109	-0.167
O	1.915	-7.125	-1.23	0.221	0.13	-0.166
O	3.689	0.895	-1.491	0.502	-0.271	-0.208
O	-1.651	-3.578	-1.315	0.155	-0.018	-0.262
O	-2.084	-8.108	-6.402	0.008	-0.3	-0.276
O	7.339	-7.331	-1.3	-0.157	-0.392	-0.297
O	-4.903	2.932	24.684	-0.138	-0.003	0.168
O	-4.982	-5.406	-3.36	-0.16	0.384	-0.384
O	-7.555	-4.773	-2.861	-0.017	0.07	0.154
O	2.739	5.476	22.179	-0.019	0.032	0.486
O	7.424	0.016	25.252	-0.36	0.105	0.436
O	3.904	-5.245	-3.737	-0.105	-0.5	0.356
O	1.813	-1.079	23.115	0.411	-0.283	0.439
O	-0.736	-3.56	-4.91	-0.19	0.054	0.371
O	-1.206	2.055	22.872	-0.251	0.085	0.189
O	1.255	-2.342	-6.449	-0.234	0.009	-0.529
O	7.093	-0.627	22.74	-0.199	0.678	0.213
O	-4.625	-0.476	-3.442	-0.484	-0.001	0.622
O	0.679	-5.131	24.113	0.216	0.528	-0.029
O	-3.494	4.37	22.964	0.355	0.294	0.055
O	1.222	-1.807	-1.302	0.207	-0.695	-0.137
O	-3.168	-4.283	-5.818	-0.564	0.027	0.079
O	-2.42	1.632	25.902	0.115	-0.187	-0.045
O	5.454	-2.602	22.059	0.105	0.066	0.133
O	8.126	4.875	25.111	0.384	-0.121	0.274
O	5.441	4.687	25.198	-0.424	0.236	-0.378
O	-3.292	-1.535	-0.951	-0.082	-0.08	-0.055
O	2.552	-6.589	-5.606	-0.244	0.071	-0.456
O	-1.353	-6.661	24.66	-0.439	-0.054	0.069
O	5.283	-8.02	25.245	-0.567	-0.437	0.401
O	-8.014	5.499	-5.206	0.056	0.201	0.385
O	-6.287	-6.512	25.167	0.007	-0.137	-0.224
O	7.188	7.061	24.046	-0.062	-0.006	0.044
O	-6.498	1.205	23.329	-0.076	-0.05	0.18
O	3.373	-0.038	-3.865	-0.035	-0.129	-0.627
O	-4.791	8.09	-6.641	-0.086	-0.255	-0.439
O	-0.975	-5.81	-6.051	0.195	0.319	-0.149
O	-5.382	0.079	-0.465	0.081	-0.072	-0.325
O	5.431	5.377	-0.516	-0.065	0.068	-0.461
O	-3.786	-5.906	25.998	0.288	0.644	-0.174
O	-4.409	7.999	25.397	0.465	-0.156	0.035
O	2.336	4.693	-4.807	-0.169	0.466	0.446
O	-7.031	-1.363	23.948	0.126	0.486	0.039
O	3.878	-3.672	25.914	-0.471	0.373	-0.015
O	6.208	-4.176	-3.128	0.293	0.232	0.06
O	5.316	2.016	-7.098	0.19	-0.294	-0.008
O	4.21	5.146	-6.423	0.157	-0.248	0.358
O	-6.417	-6.438	-5.585	0.072	0.602	0.397
O	-6.841	7.037	25.474	-0.207	0.476	0.212
O	5.537	-5.451	25.001	0.398	0.065	-0.45
O	-4.53	-1.776	23.156	0.283	-0.235	0.177
O	-1.122	-4.098	25.65	-0.163	0.447	-0.113
O	-1.572	4.44	-5.591	0.372	0.042	-0.38
O	-7.144	7.088	-1.353	-0.208	-0.205	-0.496
O	2.981	-5.969	25.014	0.006	-0.334	0.409
O	-4.659	0.432	25.19	0.109	-0.321	-0.375
O	-0.147	5.277	-3.514	0.375	0.616	-0.361
O	4.126	-2.591	-3.557	-0.32	-0.014	0.306
O	1.273	6.713	-1.761	-0.156	-0.158	0.188
O	-1.149	6.093	-1.193	-0.569	-0.388	-0.422
O	-6.288	-3.725	23.125	-0.082	-0.04	0.352
O	-2.668	4.154	25.497	0.155	0.479	0.238
O	3.054	-4.079	-5.891	-0.115	0.014	-0.119
O	5.037	-5.8	-6.04	0.56	0.006	0.544
O	6.351	6.516	-6.614	-0.171	0.358	0.39
O	6.825	4.438	22.984	0.135	0.295	0.039
O	-8.112	8.041	-5.971	-0.005	0.135	-0.322
O	8.017	-3.311	-4.87	-0.163	0.047	-0.638
O	1.011	-7.73	24.482	0.43	-0.476	0.344
O	4.037	-3.95	-1.454	-0.272	0.24	-0.275
O	-0.99	-1.157	-5.863	0.109	0.32	-0.199
O	-3.696	-7.611	-4.297	-0.204	-0.111	0.146
O	-3.464	6.256	-5.417	-0.085	-0.096	0.365
O	-3.293	-2.741	-3.205	0.041	-0.325	-0.351
O	6.978	-2.483	24.593	-0.292	-0.094	-0.148
O	-0.311	3.025	25.088	0.456	0.096	0.203
O	2.577	7.131	-5.903	0.384	0.058	-0.408
O	1.185	1.419	23.563	-0.09	-0.006	-0.103
O	-6.542	3.405	-4.844	0.193	-0.028	0.479
O	-3.404	3.834	-1.209	-0.13	0.024	-0.227
O	3.841	-1.546	-5.885	0.26	0.352	-0.347
O	-2.289	-5.489	-3.741	0.352	0.129	0.367
O	-7.242	-1.112	-5.948	-0.016	0.176	0.149
O	7.257	3.136	-5.729	-0.351	0.011	0.155
O	-3.635	-1.661	-5.535	-0.091	-0.466	-0.563
O	-6.955	1.714	25.794	0.129	-0.059	0.754
O	7.133	1.153	-2.811	-0.149	0.118	-0.202
O	-2.61	0.609	-4.774	0.567	0.344	0.122
O	2.619	2.445	-3.37	0.074	0.308	0.458
O	6.905	3.142	-1.019	0.043	-0.496	-0.011
O	0.784	3.896	22.947	-0.239	0.152	0.374
O	2.256	0.019	25.468	0.398	-0.33	0.037
O	-3.917	1.945	-2.881	-0.325	0.18	0.232
O	-7.546	-7.841	-3.522	-0.181	-0.585	-0.164
O	-4.07	3.703	-5.486	0.115	-0.294	0.616
O	2.835	2.359	-5.956	-0.092	-0.245	0.062
O	3.773	7.293	-1.378	0.403	0.274	-0.447
O	-4.823	5.497	24.898	-0.457	-0.132	-0.321
O	0.214	-7.925	21.796	0.032	0.195	0.082
O	2.284	-6.448	22.554	0.277	-0.038	0.121
O	-6.429	-6.686	-1.506	0.201	0.017	0.756
O	-3.594	-6.677	-1.721	0.141	0.13	-0.157

Results
total energy: -101654.672 eV
total energy less fixed offsets of O -438.25, Si -107.07 eV per atom: -1.472 eV
